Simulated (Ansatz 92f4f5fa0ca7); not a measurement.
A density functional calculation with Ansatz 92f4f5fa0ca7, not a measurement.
Periodic cell of 223 atoms, Si132O89H2, from a study of silicon, its oxide and their interface. The atomic structure is a simulated model.
Doubt: the cutoff is far below the 930 eV that the study's wrapper takes by default for these files, so forces and energies are approximate.
This geometry differs little from another in the collection (a relaxation step or a small displacement).

Settings: functional PBE; potential files Ansatz PAW; basis plane waves; wave-function cutoff 580 eV; density cutoff ratio 5; exchange-correlation grid ratio 1; k mesh 1 x 1 x 1, Gamma-centred; self-consistency stop 5e-08 eV per atom in the density residual; occupations fixed; spin none; net charge 0.

Cell vectors (angstrom)
a, 10.938, 0, 0
b, 0, 10.938, 0
c, 0, 0, 32.6437

Atoms and the computed forces on them: element, x, y, z (angstrom), force x, y, z (eV/angstrom)
Si, -0.2221, 0.3117, 25.2454, 0.0078, -0.0075, 0.0082
Si, 5.7449, -0.2445, 25.2314, -0.0087, 0.0104, 0.0115
Si, 2.4953, 3.0218, 25.1351, 0.0112, -0.0099, 0.0114
Si, 8.4952, 2.5318, 25.2006, -0.0101, 0.0108, 0.0121
Si, 0.2609, 5.264, 25.0978, -0.0112, 0.012, 0.0152
Si, 5.2647, 5.7418, 25.1238, 0.0101, -0.0092, 0.0122
Si, 3.0339, 7.9791, 25.1624, -0.0109, 0.0116, 0.0142
Si, 7.9679, 8.47, 25.1931, 0.0101, -0.0083, 0.0079
Si, 1.379, 1.4461, 26.5201, 0.0048, -0.0027, 0.001
Si, 6.8824, 1.3796, 26.4964, 0, 0.0007, -0.0003
Si, 4.1046, 4.1486, 26.4455, 0.001, -0.0012, 0.0016
Si, 9.6315, 4.1304, 26.4883, 0.0005, 0.0015, -0.0018
Si, 1.4069, 6.8364, 26.4469, 0.0001, 0.0007, 0.0001
Si, 6.8301, 6.8664, 26.4946, 0.0004, -0.0027, 0.0002
Si, 4.143, 9.5549, 26.5247, -0.0037, 0.0018, -0.0011
Si, 9.5698, 9.6102, 26.4966, 0.0018, -0.0011, 0.0019
Si, 2.7361, 0.0073, 27.8407, -0.0013, -0.0005, 0.0048
Si, 8.2061, 0.0051, 27.8921, -0.0015, -0.0005, 0.0023
Si, 0.0013, 2.759, 27.9001, -0.0018, 0.0008, 0.0064
Si, 5.4628, 2.7463, 27.821, -0.002, -0.0002, 0.0057
Si, 2.737, 5.4724, 27.8635, -0.0004, -0.0002, 0.0005
Si, 8.2082, 5.4733, 27.8336, -0.0011, -0.0004, 0.0068
Si, 0.0094, 8.2004, 27.8212, -0.0003, -0.0011, 0.0057
Si, 5.4764, 8.1938, 27.9025, 0.0006, -0.0008, 0.0068
Si, 4.1018, 1.3673, 29.2254, 0.0514, 0.0626, -0.1912
Si, 9.5708, 1.3673, 29.2254, 0.0247, 0.0548, 0.2564
Si, 1.3673, 4.1018, 29.2254, 0.1207, 0.1545, 0.2758
Si, 6.8362, 4.1018, 29.2254, -0.0175, -0.0013, -0.2372
Si, 4.1018, 6.8362, 29.2254, -0.0775, -0.0904, 0.2374
Si, 9.5708, 6.8362, 29.2254, 0.057, 0.0399, -0.217
Si, 1.3673, 9.5708, 29.2254, -0.0189, -0.0157, -0.2102
Si, 6.8362, 9.5708, 29.2254, 0.0333, 0.02, 0.2932
Si, 0, 0, 30.5927, -0.0163, 0.0413, -0.0119
Si, 5.469, 0, 30.5927, 0.0378, -0.01, -0.01
Si, 2.7345, 2.7345, 30.5927, -0.0164, 0.044, -0.0141
Si, 8.2035, 2.7345, 30.5927, 0.0311, -0.0305, -0.0084
Si, 0, 5.469, 30.5927, 0.0549, -0.0055, -0.009
Si, 5.469, 5.469, 30.5927, -0.0285, 0.0257, -0.0108
Si, 2.7345, 8.2035, 30.5927, 0.0475, -0.0221, -0.0101
Si, 8.2035, 8.2035, 30.5927, 0.0026, 0.0526, -0.0126
Si, 1.3673, 1.3673, 31.9599, 0.0318, -0.0159, -0.0101
Si, 6.8362, 1.3673, 31.9599, -0.0226, 0.0181, -0.0197
Si, 4.1018, 4.1018, 31.9599, 0.0298, -0.0328, -0.0127
Si, 9.5708, 4.1018, 31.9599, -0.0091, 0.0309, -0.0304
Si, 1.3673, 6.8362, 31.9599, -0.0482, 0.0208, -0.0206
Si, 6.8362, 6.8362, 31.9599, 0.0106, -0.0229, -0.0148
Si, 4.1018, 9.5708, 31.9599, -0.0328, 0.0126, -0.02
Si, 9.5708, 9.5708, 31.9599, 0.0062, -0.0284, -0.0103
Si, 2.7345, 0, 0.6835, 0.0182, -0.0013, 0.0257
Si, 8.2035, 0, 0.6835, -0.0012, 0.0239, 0.0228
Si, 0, 2.7345, 0.6835, -0.0525, 0.0292, -0.0001
Si, 5.469, 2.7345, 0.6835, 0.0179, -0.0092, 0.029
Si, 2.7345, 5.469, 0.6835, 0.0022, 0.0092, 0.0196
Si, 8.2035, 5.469, 0.6835, 0.0337, -0.0371, 0.0172
Si, 0, 8.2035, 0.6835, 0.0253, -0.0067, 0.0303
Si, 5.469, 8.2035, 0.6835, -0.0091, 0.011, 0.004
Si, 4.1018, 1.3673, 2.0507, -0.0778, -0.0082, 0.0013
Si, 9.5708, 1.3673, 2.0507, 0.0594, 0.0052, 0.0011
Si, 1.3673, 4.1018, 2.0507, -0.0187, -0.0543, 0.0072
Si, 6.8362, 4.1018, 2.0507, -0.0292, 0.0377, -0.0052
Si, 4.1018, 6.8362, 2.0507, 0.0604, 0.0077, 0.0093
Si, 9.5708, 6.8362, 2.0507, -0.0486, -0.0065, 0.0059
Si, 1.3673, 9.5708, 2.0507, -0.0221, -0.0046, 0.0171
Si, 6.8362, 9.5708, 2.0507, -0.0296, -0.0709, 0.0173
Si, 0, 0, 3.418, -0.0685, 0.1479, -0.1111
Si, 5.469, 0, 3.418, -0.1328, -0.1638, 0.2276
Si, 2.7345, 2.7345, 3.418, -0.1744, -0.32, -0.2735
Si, 8.2035, 2.7345, 3.418, -0.0202, -0.0902, 0.1083
Si, 0, 5.469, 3.418, -0.0383, -0.0016, 0.0545
Si, 5.469, 5.469, 3.418, 0.2141, 0.1272, -0.3869
Si, 2.7345, 8.2035, 3.418, 0.1196, 0.1954, 0.0579
Si, 8.2035, 8.2035, 3.418, -0.0512, -0.0897, -0.0751
Si, 1.3696, 1.3443, 4.8003, -0.0016, 0.0004, 0.0001
Si, 6.838, 1.3397, 4.7985, 0.0029, 0.0028, -0.0034
Si, 4.1121, 4.0884, 4.6973, 0.001, 0.0006, -0.0047
Si, 9.5737, 4.0898, 4.7923, 0.0001, 0.0004, -0.0021
Si, 1.367, 6.8567, 4.7696, -0.0019, -0.0011, -0.0014
Si, 6.8375, 6.8228, 4.7875, -0.0008, 0.0046, -0.0004
Si, 4.0862, 9.5699, 4.848, 0.0024, 0.0007, -0.004
Si, 9.5431, 9.5955, 4.7642, -0.0026, -0.0007, 0.003
Si, 2.6889, -0.0316, 6.2632, 0.0015, -0.0033, 0.0002
Si, 8.1298, -0.068, 6.2103, 0.0066, 0.0028, 0.0033
Si, -0.0332, 2.6976, 6.1597, 0.0017, -0.0005, 0.002
Si, 5.4155, 2.7093, 6.077, 0.0027, -0.0013, 0.001
Si, 2.7546, 5.4398, 6.0291, -0.0027, 0.0039, 0.0033
Si, 8.2087, 5.4384, 6.1642, 0.0008, -0.0041, -0.001
Si, 0.0155, 8.2621, 6.1054, -0.0001, -0.0053, 0.0004
Si, 5.4291, 8.1401, 6.1978, -0.0011, -0.0001, 0.0012
Si, 3.7895, 1.6879, 7.444, 0.0036, -0.0042, 0.0051
Si, 9.7568, 1.0714, 7.454, -0.0098, 0.0057, -0.0084
Si, 1.5831, 3.9342, 7.35, -0.0123, 0.0081, -0.0056
Si, 6.5877, 4.2288, 7.3992, 0.0055, -0.0054, -0.0011
Si, 4.3344, 6.4412, 7.441, -0.0088, 0.0066, 0.0009
Si, 9.3713, 7.1178, 7.3548, 0.0057, 0.001, -0.0019
Si, 1.0633, 9.7657, 7.6213, 0.0053, -0.0057, -0.0006
Si, 7.0067, 9.2192, 7.5645, -0.0043, -0.003, -0.0014
O, 1.3668, 4.1231, 24.602, 0.0005, -0.0009, -0.0076
O, 6.8471, 9.5817, 24.6785, 0.0011, 0.0001, -0.0083
O, 2.6716, 2.8207, 7.892, 0.0042, -0.0063, 0.0042
O, 8.2242, 8.166, 7.8775, 0.0018, 0.0002, 0.0035
O, 5.507, 5.3692, 7.8852, 0.0003, -0.0001, 0.0036
O, -0.0532, -0.0107, 7.9772, -0.0021, 0.0031, 0.0042
O, 4.1418, 6.8621, 24.6234, 0.0012, -0.0006, -0.0079
O, 9.5927, 1.3981, 24.6813, 0.0007, -0.0018, -0.0079
O, 1.4725, 9.1038, 9.0926, 0.0008, 0.0003, 0.0016
O, 1.1084, 4.8159, 8.662, 0.0025, 0.0001, 0.0026
O, 9.0507, 1.6465, 8.8223, 0.0007, -0.003, 0.0055
O, 6.3688, 9.4813, 9.0709, 0.0002, 0.0021, 0.0038
O, 4.4349, 1.224, 8.8809, -0.0005, -0.0027, 0.0013
O, 3.6308, 6.8242, 8.8649, 0, -0.0003, 0.0045
O, 7.08, 3.44, 8.7674, -0.0021, -0.0005, 0.0019
O, 10.166, 6.731, 8.7451, -0.0015, 0.0034, 0.0019
O, 3.1795, 2.3541, 23.791, -0.001, 0.0005, 0.0001
O, 5.0427, 0.4269, 23.9119, 0.0005, -0.0009, 0.0003
O, 7.8764, 3.2477, 23.8572, 0.0014, -0.0005, 0.0011
O, 10.5476, 5.9451, 23.7363, 0.0001, -0.0006, -0.0014
O, 8.6173, 7.792, 23.8448, -0.0015, 0.0011, 0.0018
O, 2.384, 8.6818, 23.8226, 0.0007, 0.0001, -0.0015
O, 5.9488, 5.0973, 23.7645, -0.0001, 0.0014, -0.0001
O, 0.5225, 10.6116, 23.9339, -0.0005, 0.0013, 0.002
Si, 2.1619, 9.4355, 10.5446, -0.0001, -0.0051, -0.0005
Si, 2.9243, 14.0407, 12.254, 0.0016, -0.0007, 0.005
Si, 5.273, 5.0431, 12.2785, -0.0006, -0.0009, 0.0009
Si, 3.9111, 1.1359, 22.9874, -0.0028, -0.0024, 0.0006
Si, 8.0876, 7.3306, 16.8831, -0.0011, -0.0006, -0.0021
Si, 7.6591, 3.1427, 12.2974, 0.0031, 0.0012, -0.0023
Si, -3.1244, 12.3862, 16.5748, 0.0001, -0.0004, -0.0001
Si, 12.8422, 12.1701, 14.536, -0.0005, 0.0026, 0.0019
Si, 1.2418, 5.2155, 11.7057, -0.005, 0.0034, -0.0004
Si, 8.26, 11.2198, 12.4364, 0.0003, 0.0021, -0.0001
Si, 5.8574, 3.3585, 18.0518, -0.0023, 0.0013, -0.0019
Si, 3.7335, 10.1391, 17.7827, 0, -0.0003, 0
Si, 12.2648, 9.3873, 13.4545, -0.0013, -0.0019, -0.0004
Si, 3.6237, 6.9201, 10.4849, 0.0001, 0.0006, -0.0069
Si, 6.4804, 9.9183, 10.632, -0.0038, 0.0014, -0.0041
Si, 1.6667, 9.9071, 23.0243, 0.0032, 0.0021, 0.0007
Si, 3.9323, 4.5102, 15.9712, -0.0007, -0.0028, -0.0015
Si, 3.9208, 10.0821, 14.7222, -0.0006, -0.0018, 0.0006
Si, 5.9099, 6.5231, 14.9169, 0.0005, -0.0009, 0.0027
Si, 7.1684, 4.389, 22.9337, 0.0026, 0.0025, 0.0015
Si, 11.8409, 4.8703, 14.8535, -0.0005, -0.0006, 0.0044
Si, 8.5467, 3.0805, 9.3852, 0.0015, 0.0017, -0.0069
Si, 6.8181, 9.9869, 17.9611, -0.0011, -0.0007, -0.0035
Si, 8.4644, 0.2879, 20.4388, -0.0003, -0.001, -0.0048
Si, 10.8333, 7.6919, 15.6869, -0.0011, -0.001, 0.0022
Si, 1.0214, 9.1048, 18.2176, 0.002, 0.0002, 0.0008
Si, 4.0447, 0.8569, 10.4164, 0.0023, 0.0004, -0.0052
Si, 9.1411, 3.4167, 14.9504, 0.0017, -0.0011, 0.0033
Si, 6.061, 2.209, 20.9876, -0.0004, 0.0011, -0.003
Si, 9.3332, 6.6692, 22.9044, -0.0009, -0.0026, 0.0012
Si, 10.4716, 8.8717, 20.9885, -0.0018, -0.0019, -0.0043
Si, 10.639, 5.3004, 9.3259, -0.0001, -0.001, -0.0081
Si, -2.3863, 4.7102, 17.8595, -0.0003, 0.001, -0.004
Si, 1.4011, 1.0455, 17.5053, 0.0008, -0.0012, -0.0013
Si, 9.9687, 13.2353, 18.7888, 0.0003, 0.0011, -0.0074
Si, 6.4009, -1.6957, 13.3797, -0.003, -0.0019, 0.004
O, 9.6031, 14.8353, 18.8323, -0.0003, -0.0002, 0.004
O, 4.4589, 4.0453, 17.4976, 0.0008, -0.0004, 0.0053
O, 13.1894, 6.333, 11.1139, 0.0009, 0.0004, 0.0015
O, 7.8319, -0.9015, 13.5176, 0.0009, 0.0003, 0.0003
O, 3.8499, 4.3705, 12.7026, -0.0003, -0.0005, -0.0012
O, 8.5807, 12.8099, 15.1909, -0.0018, 0.0007, 0.0005
O, 9.5835, 12.4014, 20.1381, -0.0006, -0.0003, 0.0047
O, 5.2863, 10.9542, 10.9763, 0.0022, -0.0025, 0.0002
O, -8.8431, 13.4045, 13.5133, -0.0002, -0.0018, -0.0009
O, -0.1875, 5.4282, 10.9479, 0.0012, -0.0005, 0.0059
O, 6.4656, 2.3733, 16.8613, 0.001, -0.0018, 0.0043
O, 8.2476, 5.5262, 22.4603, -0.0003, 0.0003, 0.0047
O, 2.6273, 10.993, 10.5078, 0.0002, -0.0005, 0.0013
O, 0.5635, 10.5948, 17.7094, 0.0003, 0.0018, 0.0032
O, -3.7146, 10.8633, 16.6239, -0.0002, -0.0012, 0.0011
O, 11.2382, 8.4402, 14.2852, 0.0003, -0.0005, 0.0014
O, 8.986, 1.6293, 17.6788, -0.0015, -0.0007, 0.0022
O, 11.7759, 8.1246, 16.9394, -0.0029, -0.001, 0.0008
O, 2.7855, 0.0479, 22.5321, 0, -0.0002, 0.0051
O, 1.16, 9.2005, 11.838, 0.0001, 0.0001, -0.0002
O, 6.5686, 3.6299, 21.6229, -0.0032, -0.0067, -0.0004
O, 8.8094, 6.3188, 17.9585, 0.0004, -0.0008, 0.0029
O, -3.7887, 8.4279, 17.6349, 0.0001, 0.0012, 0.0025
O, 4.0122, 9.5622, 16.2668, 0.001, -0.0002, -0.0013
O, 0.9129, -1.627, 21.7268, -0.005, -0.0025, -0.0001
O, 7.9099, 10.6488, 10.9261, -0.0013, -0.0025, -0.0003
O, 3.8693, 13.0578, 11.4078, -0.0016, 0.0017, 0.0022
O, 7.3032, 1.6033, 12.6879, 0, -0.0014, 0.0006
O, 12.1864, 12.5421, 15.9769, -0.0015, -0.0023, 0.0004
O, 11.0352, 6.0897, 15.5654, 0, 0.0002, 0.0001
O, 2.2969, 4.5736, 15.7031, -0.0009, 0.0004, -0.0002
O, 1.7454, 14.6506, 11.3102, 0.0016, -0.0033, -0.0008
O, 0.9939, 10.9683, 13.8498, -0.003, 0.0014, -0.0013
O, 9.2624, 8.0415, 15.9941, 0.0011, -0.0005, 0.0013
O, 6.072, 8.0688, 14.4493, 0.0001, -0.002, -0.0005
O, 6.3302, 3.9262, 11.7702, -0.0011, -0.0003, 0.0015
O, 6.0449, 5.6887, 13.5461, 0.0002, -0.0001, 0.0011
O, 9.9173, 7.4481, 21.5881, 0.0029, 0.0078, 0.0004
O, 4.584, 14.3066, 14.9975, 0.0016, -0.0029, 0.0034
O, 0.6361, 13.0795, 18.4575, -0.0005, -0.0015, 0.0035
O, 8.718, 4.2158, 16.3071, 0.0005, 0.0001, 0.0014
O, 8.4138, -7.046, 13.5596, -0.0013, -0.001, -0.0003
O, -3.1629, -0.4452, 19.1618, -0.0014, -0.0004, 0.005
O, 3.3791, 11.6015, 14.8232, -0.0008, 0.0009, 0.0009
O, 7.1346, 6.3633, 15.9701, -0.0026, 0.0007, -0.0006
O, 4.5232, 16.9642, 15.6476, 0, 0.001, 0.0007
O, 4.6673, 1.7225, 21.677, 0.0053, 0.003, 0.0014
O, 5.6769, 2.4727, 19.4117, 0.0014, 0.0024, 0.0014
O, 5.2409, 10.172, 18.4298, 0.0018, -0.0006, 0.0034
O, 1.1704, 5.3713, 13.3225, -0.0011, -0.0005, 0.0009
O, 4.9242, 6.1779, 11.1426, 0.0013, -0.0014, 0.0022
O, 6.3033, 8.7556, 11.8048, 0.0001, -0.0022, 0.0003
O, 2.6462, 9.1569, 18.5561, -0.0022, -0.0011, 0.0038
O, 9.2975, 10.0195, 21.1851, 0.0027, -0.0024, 0.0052
O, 7.2205, 1.0491, 21.2052, -0.0008, 0.0019, 0.0046
O, 5.2502, 10.3004, 13.8383, 0.001, 0.0009, -0.0004
O, 10.7655, 3.6165, 14.8143, -0.003, -0.0003, 0
O, 2.8666, -1.8343, 13.9265, -0.0002, 0.0001, 0.0011
O, 10.9601, 8.6597, 19.4301, 0.0013, 0.0009, 0.0035
O, 3.511, 8.5281, 10.776, -0.0014, -0.0004, 0.0023
O, 9.5458, 4.2221, 8.8159, -0.0019, -0.002, 0.0028
O, 8.6347, 3.1127, 10.9931, -0.0023, -0.0006, 0.0061
O, 7.0102, 4.4695, 18.3558, -0.0001, -0.0018, 0.0044
O, 2.9937, 0.6976, 17.8119, -0.0017, 0.0001, 0.0015
H, 5.1753, 13.6827, 15.4592, -0.0021, 0.0015, -0.0006
O, 9.803, 11.6631, 12.4463, 0.0301, -0.0119, 0.0369
H, 10.4751, 11.3817, 13.1013, -0.0277, 0.0089, -0.0322

Results
free energy: -134563.061 eV
free energy less fixed offsets of H -15.97, O -568.88, Si -635.61 eV per atom: -0.281 eV

The program warned: the cutoff lies below the one the program advises for these potential files; the forces do not sum to zero within the program's tolerance; the exchange-correlation potential is rough where the density is thin.
